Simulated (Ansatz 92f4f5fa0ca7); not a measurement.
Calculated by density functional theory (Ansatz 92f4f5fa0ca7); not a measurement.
Periodic cell of 288 atoms, Si194O94, from a study of silicon, its oxide and their interface. The atomic structure is a simulated model.
This geometry differs little from another in the collection (a relaxation step or a small displacement).

Settings
functional: PBE
potential files: Ansatz PAW
basis: plane waves
wave-function cutoff: 700 eV
density cutoff ratio: 5
exchange-correlation grid ratio: 1
k mesh: 2 x 2 x 1, shifted by 0.5 0.5 0.5 of a step
self-consistency stop: 5e-08 eV per atom in the density residual
occupations: fixed
spin: none
net charge: 0

Cell vectors (angstrom)
a	11.6015	0	0
b	0	10.938	0
c	0	0	41.0286

Atoms: element, x, y, z (angstrom)
Si	0	0	0.9665
Si	3.8672	0	0.9665
Si	7.7343	0	0.9665
Si	1.9336	1.3673	0.9665
Si	5.8008	1.3673	0.9665
Si	9.6679	1.3673	0.9665
Si	0	5.469	0.9665
Si	3.8672	5.469	0.9665
Si	7.7343	5.469	0.9665
Si	1.9336	6.8362	0.9665
Si	5.8008	6.8362	0.9665
Si	9.6679	6.8362	0.9665
Si	1.9336	2.7345	40.0615
Si	5.8008	2.7345	40.0615
Si	9.6679	2.7345	40.0615
Si	0	4.1018	40.0615
Si	3.8672	4.1018	40.0615
Si	7.7343	4.1018	40.0615
Si	1.9336	8.2035	40.0615
Si	5.8008	8.2035	40.0615
Si	9.6679	8.2035	40.0615
Si	0	9.5708	40.0615
Si	3.8672	9.5708	40.0615
Si	7.7343	9.5708	40.0615
Si	0	0	4.8337
Si	3.8672	0	4.8337
Si	7.7343	0	4.8337
Si	1.9336	1.3673	4.8337
Si	5.8008	1.3673	4.8337
Si	9.6679	1.3673	4.8337
Si	0	5.469	4.8337
Si	3.8672	5.469	4.8337
Si	7.7343	5.469	4.8337
Si	1.9336	6.8362	4.8337
Si	5.8008	6.8362	4.8337
Si	9.6679	6.8362	4.8337
Si	1.9336	2.7345	2.9001
Si	5.8008	2.7345	2.9001
Si	9.6679	2.7345	2.9001
Si	0	4.1018	2.9001
Si	3.8672	4.1018	2.9001
Si	7.7343	4.1018	2.9001
Si	1.9336	8.2035	2.9001
Si	5.8008	8.2035	2.9001
Si	9.6679	8.2035	2.9001
Si	0	9.5708	2.9001
Si	3.8672	9.5708	2.9001
Si	7.7343	9.5708	2.9001
Si	0.0497	-0.2775	30.5303
Si	3.7759	-0.1579	30.443
Si	8.091	0.1312	29.4207
Si	1.8678	1.1725	30.5617
Si	5.4466	1.4731	30.2089
Si	10.0195	1.3136	30.1067
Si	0.2778	4.9424	30.3505
Si	3.7183	5.6256	30.4171
Si	7.054	5.7053	29.6855
Si	1.7051	6.7465	30.6302
Si	5.392	7.2345	30.1807
Si	9.7426	6.7231	29.4059
Si	1.9637	2.6261	32.4029
Si	5.7707	2.6799	32.2586
Si	9.6352	2.5802	32.1705
Si	-0.019	3.8884	32.4014
Si	3.8512	4.0935	32.2724
Si	7.7312	4.0159	32.3032
Si	1.8938	8.1205	32.5028
Si	5.7413	8.2005	32.3098
Si	9.6384	8.1241	32.3757
Si	-0.0355	9.4403	32.4946
Si	3.8066	9.5213	32.4261
Si	7.7238	9.4736	32.2837
Si	-0.02	0.0061	34.2965
Si	3.8598	-0.0251	34.3164
Si	7.7088	-0.0411	34.2024
Si	1.9465	1.3301	34.3396
Si	5.7881	1.3477	34.2275
Si	9.6236	1.3335	34.199
Si	-0.0192	5.3741	34.2579
Si	3.8695	5.4058	34.251
Si	7.7148	5.3585	34.2637
Si	1.9231	6.7281	34.3559
Si	5.8033	6.7723	34.2135
Si	9.639	6.7207	34.2583
Si	1.9276	2.7354	36.2224
Si	5.7941	2.6991	36.1825
Si	9.6454	2.6978	36.1619
Si	-0.0254	4.0667	36.2123
Si	3.8758	4.0787	36.2033
Si	7.7172	4.064	36.2197
Si	1.9212	8.187	36.2119
Si	5.8072	8.1588	36.1618
Si	9.6533	8.1702	36.1618
Si	-0.0201	9.5536	36.2043
Si	3.8778	9.5315	36.2174
Si	7.7222	9.5526	36.1676
Si	0	0	38.1279
Si	3.8672	0	38.1279
Si	7.7343	0	38.1279
Si	1.9336	1.3673	38.1279
Si	5.8008	1.3673	38.1279
Si	9.6679	1.3673	38.1279
Si	0	5.469	38.1279
Si	3.8672	5.469	38.1279
Si	7.7343	5.469	38.1279
Si	1.9336	6.8362	38.1279
Si	5.8008	6.8362	38.1279
Si	9.6679	6.8362	38.1279
Si	1.9433	2.7573	6.7828
Si	5.8183	2.7602	6.7524
Si	9.6645	2.7729	6.779
Si	0.0122	4.1279	6.81
Si	3.879	4.1146	6.7556
Si	7.7349	4.1421	6.7962
Si	1.9451	8.2207	6.7622
Si	5.8017	8.2316	6.7762
Si	9.6718	8.232	6.7276
Si	0.0031	9.5928	6.7459
Si	3.8708	9.6053	6.7732
Si	7.7438	9.6033	6.7796
Si	-0.0109	0.134	8.5865
Si	3.8852	0.0899	8.6728
Si	7.7624	0.0612	8.7059
Si	1.9404	1.4462	8.7586
Si	5.8352	1.4279	8.6964
Si	9.6561	1.5052	8.7762
Si	0.0275	5.4929	8.7748
Si	3.8947	5.4679	8.6893
Si	7.7221	5.5393	8.735
Si	1.9615	6.8473	8.6864
Si	5.79	6.8861	8.7267
Si	9.6944	6.8469	8.6197
Si	1.8915	2.7877	10.7475
Si	5.884	2.7516	10.6636
Si	9.6506	2.9631	10.7238
Si	0.0446	4.2717	10.8359
Si	3.8769	4.07	10.5945
Si	7.6771	4.3013	10.7594
Si	1.9472	8.3306	10.5173
Si	5.7853	8.2483	10.6789
Si	9.7316	8.2967	10.442
Si	0.0324	9.678	10.4222
Si	3.895	9.673	10.5806
Si	7.7634	9.572	10.587
Si	-0.3136	0.4113	13.156
Si	3.9826	0.1349	12.4799
Si	7.9368	-0.1275	12.5638
Si	2.332	1.7326	12.8768
Si	6.0165	1.2665	12.5456
Si	9.4217	1.6912	12.6795
Si	0.3907	5.4821	12.9701
Si	3.7433	5.5306	12.4053
Si	7.4248	5.5591	12.8607
Si	2.0097	7.1144	12.5025
Si	5.5413	6.9648	12.6852
Si	9.3674	6.7806	13.221
O	-1.008	5.8408	13.7783
O	9.0812	8.035	14.2343
O	8.8257	2.5313	14.0107
O	1.0491	1.1107	13.7334
O	3.952	10.2455	13.9041
O	5.1077	7.888	14.0219
O	0.1443	10.6887	11.7308
O	6.1457	2.1653	13.9419
O	2.425	8.0328	13.8494
O	1.2195	4.5466	14.0686
O	7.1731	4.5924	14.1926
O	10.726	10.1405	14.1285
O	6.4752	4.403	28.8702
O	8.166	10.1564	28.0386
O	3.8371	4.9399	28.8876
O	1.4924	7.6822	29.2872
O	0.1378	9.9109	29.0245
O	10.8662	2.1801	28.9354
O	-1.1458	5.2742	29.5926
O	6.7898	1.1202	29.3164
O	7.7218	5.1416	31.0781
O	1.1167	4.0287	29.2505
O	10.5513	7.6437	28.3388
O	3.6546	9.7953	29.1091
Si	-0.784	3.0869	21.6057
Si	9.1508	9.6703	14.3319
Si	0.3775	8.4351	28.3802
Si	4.566	8.6362	28.3878
Si	-2.7664	10.1534	19.9064
Si	-2.1088	-2.382	22.4559
Si	9.3158	5.531	21.9316
Si	1.1686	2.2168	19.5628
Si	8.1224	4.3805	24.4279
Si	7.1771	9.5634	26.8578
Si	10.1327	2.0747	24.5261
Si	2.4211	7.9633	26.2329
Si	5.6307	7.4751	22.5506
Si	5.4115	15.4948	25.6173
Si	2.1469	10.1931	19.8371
Si	7.197	6.1316	20.0589
Si	4.9825	3.8717	28.444
Si	13.0191	13.1589	25.776
Si	0.8984	9.0761	22.1598
Si	14.2083	-0.4131	24.3123
Si	0.9178	13.3818	28.859
Si	2.542	5.0839	24.7254
Si	4.4857	-0.6518	21.9842
Si	3.7693	8.7487	14.4674
Si	8.0917	-0.16	24.2043
Si	6.8191	11.9701	21.6048
Si	3.291	-2.5023	17.5456
Si	3.8314	5.7251	16.9598
Si	2.8629	4.3472	14.2242
Si	7.6879	9.9185	17.034
Si	-1.6073	1.7482	19.155
Si	5.9659	3.2595	19.9788
Si	2.6633	-4.591	22.0852
Si	7.37	3.0271	14.5959
Si	7.0817	6.864	25.4047
Si	7.271	12.856	17.5101
Si	3.2848	4.3659	19.6744
Si	5.9826	7.5759	17.6195
O	5.526	-1.8812	22.2041
O	8.7563	5.8254	20.4267
O	5.3176	6.3952	16.6834
O	-0.8629	4.7158	21.8233
O	6.3818	7.3083	23.9877
O	6.8293	2.6034	21.1988
O	-1.096	2.277	22.9643
O	8.3189	4.5778	22.8186
O	3.376	9.8759	20.8687
O	2.0548	3.4803	19.1033
O	7.04	7.064	18.7407
O	8.7964	10.0931	15.862
O	4.3904	3.4081	20.4114
O	3.3702	4.7802	15.7223
O	-0.5809	8.9219	22.7666
O	15.7406	15.7322	24.6608
O	0.6725	13.4941	21.0941
O	7.6292	8.0881	26.3142
O	0.8241	-1.2697	20.6358
O	2.3091	-1.5652	18.4315
O	9.1788	3.3018	25.0213
O	8.8055	1.9586	18.081
O	3.9676	-0.1797	23.4546
O	5.6935	9.4409	27.5099
O	1.4894	10.1903	23.1867
O	9.1404	-2.0285	20.8996
O	13.2856	-3.2904	22.0703
O	2.2638	0.9675	25.1268
O	7.1649	10.5153	25.5257
O	3.5885	9.0218	16.0575
O	-0.1298	2.1255	18.5637
O	6.519	4.7336	19.6751
O	5.9392	5.9981	26.2155
O	-4.2996	11.7337	23.1406
O	7.2673	2.8929	16.2082
O	2.7706	-5.3499	20.6384
O	8.3762	9.5805	18.4652
O	4.9593	3.5955	26.8479
O	7.6892	0.1528	20.5624
O	6.5012	6.7861	21.3725
O	8.3301	5.8346	25.1558
O	4.1402	6.8345	22.5753
O	-3.0768	-1.5663	23.4852
O	3.6162	7.8198	27.3389
O	5.2749	11.5471	21.3726
O	-1.8888	2.6977	20.4589
O	11.4534	2.029	25.4364
O	-2.1993	17.8951	22.6977
O	4.0104	4.9038	18.3333
O	4.7168	8.323	18.3639
O	13.1628	2.148	27.3948
O	6.7345	8.654	16.6572
O	18.1995	3.8672	24.733
O	2.8285	-1.7575	25.219
O	2.0608	-5.6411	23.1814
O	13.4431	3.7296	25.3013
O	6.8626	11.3236	17.1123
O	0.9953	8.4527	26.8777
O	2.0388	0.8444	19.5154
O	-1.4861	11.1263	19.643
O	2.2326	6.4794	25.5487
O	6.1706	2.3956	18.6066
O	9.4147	0.6322	24.7101
O	2.7271	6.9137	17.2683
O	-3.7908	-0.7954	30.7536
O	-1.8728	7.4532	30.8617
O	9.9245	7.3346	11.7854
O	14.6932	2.7421	13.9602
O	4.617	2.4955	29.216
O	8.2495	6.4372	28.8325

Results
free energy: -176807.411 eV
free energy less fixed offsets of O -569.03, Si -635.61 eV per atom: -10.251 eV

Forces (eV/angstrom), in the order of the atoms: element, x, y, z
Si	0.0036	-0.032	0.0056
Si	-0.0016	-0.019	0.0105
Si	-0.0034	0.0135	0.0022
Si	-0.002	0.0052	0.0022
Si	-0.0054	-0.0016	-0.0113
Si	0.0076	-0.0287	-0.0136
Si	0.0015	0.0152	0.0088
Si	-0.0061	-0.0076	0.0008
Si	0.0048	0.0056	0.0054
Si	0.0016	0.0263	0.0018
Si	-0.001	-0.017	-0.0053
Si	-0.0001	0.0144	-0.009
Si	0.0032	-0.0368	0.0305
Si	0.0021	0.0144	-0.009
Si	-0.0105	0.0412	-0.0115
Si	-0.0011	0.0009	0.0005
Si	-0.0077	0.0063	-0.0093
Si	0.0033	0.0069	-0.0028
Si	-0.0034	-0.0468	0.032
Si	0.0032	0.0322	-0.0135
Si	-0.0069	0.0107	-0.0156
Si	0.0034	0.025	-0.0004
Si	-0.0119	0.0277	0.0042
Si	-0.0013	-0.0313	-0.0247
Si	0.033	0.0632	-0.2372
Si	-0.0101	0.069	-0.0749
Si	-0.0062	0.065	-0.0356
Si	0.0064	0.076	0.1702
Si	0.0335	0.0465	-0.0039
Si	-0.0132	0.1061	0.1872
Si	0.012	0.0321	0.2215
Si	0.0159	0.0772	-0.0662
Si	-0.0066	0.1022	0.1086
Si	0.0012	0.0879	-0.0269
Si	0.0163	0.1117	0.0836
Si	-0.002	0.0436	-0.2005
Si	0.0001	0.0119	0.0274
Si	-0.0009	-0.01	0.0049
Si	0.0049	0.0221	0.0158
Si	0.0047	-0.0288	0.0175
Si	0.0041	0.0218	-0.0151
Si	-0.0048	-0.0221	0.0169
Si	0.0008	-0.016	0.0026
Si	-0.0055	0.0206	0.0103
Si	0.0098	-0.0317	-0.0209
Si	-0.0074	0.0433	-0.0285
Si	0.0052	0.0135	-0.0085
Si	0.0085	-0.0144	-0.0041
Si	0.0048	-0.0161	-0.0117
Si	-0.0011	-0.013	0.0034
Si	-0.001	-0.0006	-0.0338
Si	-0.002	-0.0103	-0.0103
Si	-0.0171	0.0299	0.0015
Si	0.0171	0.0233	0.0062
Si	-0.0179	-0.0221	-0.0019
Si	0.0165	0.0089	-0.0049
Si	-0.0091	-0.0097	0.0074
Si	0.0099	0.0031	-0.0128
Si	-0.0042	0.0088	0.0008
Si	0.0109	-0.0031	-0.0073
Si	0.0161	0.0549	0.0127
Si	0.0148	0.0195	-0.0115
Si	0.0043	0.0214	-0.011
Si	0.0064	-0.0278	-0.009
Si	-0.027	-0.0465	-0.0029
Si	-0.001	-0.028	-0.0059
Si	0.0014	0.0205	0.0092
Si	0.0142	0.0124	-0.0107
Si	0.0107	0.0297	-0.0224
Si	0.0003	-0.026	-0.0051
Si	-0.0031	-0.0072	0.0019
Si	-0.051	-0.0028	-0.0343
Si	0.0003	0.0348	0.009
Si	0.0096	0.0148	0.0026
Si	0.0037	0.0362	-0.0014
Si	-0.0145	-0.0235	-0.0028
Si	-0.0072	-0.0264	-0.0022
Si	0.0106	-0.0292	0.0083
Si	-0.0004	0.0169	-0.0036
Si	0.0054	0.0169	0.0074
Si	0.0037	0.0243	-0.0036
Si	-0.0035	-0.0173	-0.0009
Si	-0.0098	-0.023	0.007
Si	-0.0101	-0.0201	0.0159
Si	0.0006	0.0131	-0.0028
Si	0.0029	0.0106	0.0018
Si	0.0007	0.0146	0.0038
Si	-0.0007	-0.0087	0.0038
Si	0.0006	-0.012	-0.0039
Si	-0.0008	-0.0188	0.006
Si	-0.0001	0.013	0
Si	-0.003	0.0097	0.0005
Si	0.0061	0.0106	0.0054
Si	-0.0042	-0.015	-0.0036
Si	-0.0009	-0.0102	-0.0026
Si	0.0052	-0.0165	0.0029
Si	-0.0447	-0.0806	0.0427
Si	0.0336	-0.1116	0.0594
Si	-0.007	-0.1159	-0.149
Si	0.0033	-0.0722	0.1216
Si	-0.0196	-0.1244	-0.0155
Si	-0.0216	-0.0972	-0.1266
Si	-0.052	-0.0532	-0.0152
Si	0.0371	-0.0327	-0.0376
Si	-0.0205	-0.0591	0.0517
Si	-0.0208	-0.0493	0.1671
Si	0.0267	-0.0756	-0.0648
Si	-0.0225	-0.0108	-0.0801
Si	0.0009	0.0116	-0.0002
Si	0.0002	0.0116	0.0021
Si	-0.0003	0.0145	-0.0027
Si	0.003	-0.0137	-0.0013
Si	-0.001	-0.0141	0.0044
Si	-0.0007	-0.011	-0.0024
Si	-0.008	0.0125	0.0018
Si	0.0027	0.0098	-0.0006
Si	0.0039	0.0096	0.002
Si	0.0034	-0.015	-0.0044
Si	-0.0033	-0.0089	-0.0037
Si	0.0027	-0.0134	0.0016
Si	-0.0081	0.033	-0.0049
Si	-0.0011	0.0159	0.0106
Si	-0.0082	0.0252	-0.0053
Si	-0.0044	-0.0168	-0.0081
Si	0.0065	-0.0149	-0.0053
Si	0.0059	-0.0274	-0.0059
Si	0.0027	0.0256	-0.0129
Si	-0.0153	0.025	-0.0046
Si	0.0072	0.0189	0.0057
Si	0.0027	-0.0292	-0.0072
Si	-0.0023	-0.0152	0.0013
Si	0.0056	-0.0271	-0.0039
Si	0.0136	0.0096	0.0163
Si	-0.0397	0.0247	0.0047
Si	0.0057	0.0261	0.0053
Si	-0.0335	-0.0102	0.0095
Si	0.014	-0.0591	0.001
Si	0.017	-0.0094	0.0019
Si	0.0088	0.0178	0.0137
Si	0.0096	0.0196	-0.0006
Si	-0.0138	0.0159	0.0026
Si	0.0091	-0.0291	-0.0016
Si	0.0019	-0.0111	-0.006
Si	0.0082	-0.0322	0.0125
Si	-0.0077	-0.0332	0.0288
Si	0.0008	-0.0084	0.0048
Si	0.0033	-0.0069	0.0024
Si	0.0188	0.0255	0.0134
Si	0.0116	0.011	0.0027
Si	-0.0215	0.0294	0.0077
Si	0.0204	-0.0267	-0.0005
Si	0.0034	0.0053	0.0081
Si	-0.0175	-0.0126	-0.0013
Si	0.0052	0.0139	0.0032
Si	-0.0047	0.0156	0.0032
Si	0.0074	0.0191	0.0313
O	-0.0101	0.0035	-0.0058
O	0.001	-0.0203	-0.0057
O	0.0036	-0.0054	-0.0043
O	-0.0076	0.0019	-0.0185
O	-0.0071	0.0047	-0.0072
O	-0.0009	-0.0031	-0.0002
O	0.0008	-0.0086	-0.0272
O	-0.0033	0.0048	0.0043
O	0.0005	0.0007	-0.0005
O	-0.0004	0.0064	-0.0022
O	-0.0004	0.0011	-0.0022
O	0.009	0.0154	-0.0044
O	0.0042	0.0072	0.0009
O	0	0.016	0.0186
O	-0.0011	-0.0051	-0.0034
O	-0.0073	0.0014	0.0008
O	0.0013	0.0023	0.0065
O	-0.0073	-0.0093	-0.002
O	0.0011	0.0043	0
O	0.0003	-0.0155	0.0128
O	-0.0067	-0.0048	0.0027
O	0.0028	0.0103	-0.002
O	0.0054	0.0008	-0.003
O	-0.001	0.004	-0.002
Si	-0.0008	-0.0004	-0.0031
Si	-0.0064	-0.0001	0.0038
Si	-0.0036	-0.0028	0.0065
Si	0.004	-0.0001	0.0054
Si	0.002	0.0012	-0.0044
Si	0.0002	0.0002	-0.0021
Si	0.0009	-0.0035	-0.0037
Si	0.0004	-0.0004	-0.0051
Si	0.0002	-0.0022	0.0002
Si	-0.0046	0.0004	-0.0011
Si	0.0006	0.0007	0.001
Si	0.0039	0.0025	0.0047
Si	-0.0001	-0.0014	-0.004
Si	0.0016	-0.0019	0.0044
Si	-0.0007	-0.0005	-0.0038
Si	-0.0019	-0.0019	-0.0041
Si	-0.0004	-0.0029	-0.0029
Si	-0.0015	0.0009	0.003
Si	0.0004	0.0009	-0.0034
Si	0.0017	0.0003	-0.0015
Si	-0.0066	0.0078	-0.0032
Si	0.0016	-0.0013	0.0011
Si	0.0023	0.0011	-0.0025
Si	-0.0026	-0.0012	-0.0038
Si	0.0006	0.0001	0.0032
Si	0.0002	0.0001	-0.0028
Si	-0.001	-0.0009	-0.0076
Si	-0.0008	0.0006	-0.0033
Si	-0.006	-0.0094	0.0149
Si	-0.0024	0.0008	-0.001
Si	0.0032	0.0002	-0.0025
Si	-0.0008	-0.0007	-0.0016
Si	0	-0.0007	-0.0029
Si	-0.002	-0.0041	-0.0053
Si	0.0019	-0.0011	0.0025
Si	0.0019	0.0001	-0.0031
Si	-0.0002	-0.001	-0.0043
Si	-0.0036	-0.0007	-0.0029
O	-0.0034	0.0002	0.003
O	-0.0023	0.0007	0.0028
O	-0.0001	0.0024	0.0027
O	-0.0016	-0.0024	-0.0005
O	0.0013	-0.0015	0
O	-0.0005	-0.002	-0.0005
O	-0.0003	0.0007	0.0009
O	0.0012	0.0016	0.0011
O	0.0001	0.0017	-0.0014
O	0.0014	-0.0015	0.0019
O	-0.0004	-0.0015	0.0004
O	0.0003	-0.001	-0.0022
O	0.0009	0.0023	-0.001
O	0.0019	0.0025	0.0009
O	-0.0014	-0.0024	-0.0013
O	-0.0013	0.0001	0.0024
O	-0.0012	-0.0006	-0.0031
O	-0.0016	0.0001	-0.0045
O	0.0037	-0.0003	0.0029
O	0.0015	-0.0013	0.0026
O	-0.0003	-0.0002	-0.005
O	-0.0032	-0.0006	-0.0002
O	-0.0019	-0.0007	-0.0005
O	0.0071	-0.0004	-0.0054
O	0.0025	-0.0008	0.0027
O	0.0016	0.0012	0.0018
O	0.0019	0.0011	0.0008
O	0.0001	0.0004	-0.0024
O	0.003	-0.0012	-0.0012
O	0.0001	-0.0009	0.0054
O	-0.0011	-0.0009	0.0033
O	-0.0002	0.0015	0.0044
O	0.0014	-0.0015	-0.0032
O	0.0011	-0.0016	-0.0011
O	-0.001	-0.0018	0.0045
O	0.0011	-0.0009	0.002
O	-0.0018	0.0016	0.0011
O	0.0001	0.0035	-0.0023
O	0.0022	0.0007	0.0019
O	0.0023	0.0007	0.001
O	-0.0027	0	-0.0035
O	0.0045	-0.0011	-0.0027
O	0.0022	-0.0006	-0.0022
O	-0.0024	-0.0017	-0.0055
O	0.0032	-0.0033	0.0003
O	0.0045	-0.0019	-0.0014
O	0.0024	0.0008	-0.0032
O	-0.0003	0.0004	-0.0021
O	0.0003	0.0007	0.001
O	0.0006	-0.0024	-0.002
O	-0.0005	-0.0033	-0.0042
O	0.0013	0.0001	0.0022
O	0	0.0034	-0.0007
O	-0.0016	0.0005	-0.0027
O	0.0021	0.0007	0.0013
O	0.0008	-0.0004	-0.0023
O	0.0015	0.0001	0.0017
O	-0.0015	-0.0002	-0.0016
O	-0.0014	-0.001	0.0011
O	-0.0038	0	-0.0017
O	0	0.0004	-0.0037
O	0.0034	0.0007	0.0007
O	-0.0012	-0.0009	-0.0038
O	0.004	-0.0008	0.0021
O	0.0243	-0.0132	0.0368
O	0.0049	-0.0065	0.0154
O	-0.0006	0.016	-0.0266
O	0.0006	-0.0126	-0.0074
O	0.0178	-0.0047	-0.0148
O	0.0008	-0.0061	-0.0016

The program warned: the cutoff lies below the one the program advises for these potential files; the exchange-correlation potential is rough where the density is thin.
